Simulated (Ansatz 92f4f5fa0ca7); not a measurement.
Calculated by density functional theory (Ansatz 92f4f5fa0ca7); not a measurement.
Periodic cell of 158 atoms, Si96O58N4, from a study of silicon, its oxide and their interface. The atomic structure is a simulated model.

Settings: functional r2SCAN; potential files Ansatz norm-conserving; basis plane waves; wave-function cutoff 1300 eV; density cutoff ratio 4; exchange-correlation grid ratio 1; k mesh 2 x 2 x 1, shifted by 0.5 0.5 0.5 of a step; self-consistency stop 5e-08 eV per atom in the density residual; occupations Fermi-Dirac, 0.05 eV; spin none; net charge 0.

Cell vectors (angstrom)
a 10.88 0 0
b 0 10.88 0
c 0 0 22.6268

Atoms: element, x, y, z (angstrom)
Si -0.3563 0.2099 -0.2684
Si 3.2223 2.3732 -0.312
Si -0.2348 5.5397 -0.1326
Si 3.2681 7.9969 0.0013
Si 5.4268 0.401 -0.0871
Si 8.4408 2.6942 -0.353
Si 5.2242 5.4457 0.1008
Si 8.5734 7.742 0.095
Si 1.4083 1.2018 1.0395
Si 4.205 3.9947 1.4567
Si 1.4028 6.7221 1.0842
Si 4.2563 9.6926 1.223
Si 7.0167 1.5119 1.1932
Si 9.6119 4.0111 1.3013
Si 6.975 6.6178 1.2693
Si 9.5695 9.5788 1.2028
Si 0.1749 2.6553 2.4629
Si 2.858 -0.3771 2.6648
Si 0.1213 8.1528 2.5841
Si 2.76 5.3591 2.7242
Si 5.3842 2.7031 2.859
Si 8.3913 0.0258 2.6857
Si 5.6044 8.1762 2.5052
Si 8.2109 5.176 2.7337
Si 1.2451 4.1684 4.0333
Si 3.8574 1.4297 3.9712
Si 1.1355 9.6257 4.039
Si 4.0578 6.8164 3.8927
Si 6.7671 4.0235 4.1465
Si 9.8532 1.3549 3.9633
Si 6.8989 9.4726 3.9893
Si 9.4793 6.8231 3.8318
Si 0.0265 0.0855 5.6103
Si 2.4427 2.6663 5.4699
Si -0.1536 5.5284 5.5962
Si 2.65 8.3695 5.3689
Si 5.1992 -0.1334 5.2057
Si 8.2275 2.4882 5.4818
Si 5.3033 5.5699 5.4233
Si 8.1246 8.0569 5.3567
Si 1.406 1.319 6.9078
Si 3.9917 4.0912 6.6838
Si 1.3846 6.8353 6.6555
Si 4.0062 9.534 7.0365
Si 6.6969 1.2636 6.4423
Si 9.5833 3.8188 6.7673
Si 6.7144 6.8911 6.9488
Si 9.4146 9.4764 6.7378
Si -0.0173 2.6578 8.3198
Si 2.8782 0.0804 8.449
Si -0.133 8.0785 8.2437
Si 2.5239 5.4994 8.0691
Si 5.4603 2.7644 7.7967
Si 7.9148 -0.0282 8.0213
Si 5.2745 8.2559 8.4503
Si 8.349 5.313 8.2078
Si 1.5636 4.1554 9.6158
Si 4.4031 1.7482 9.5145
Si 1.3086 9.5111 9.4904
Si 3.9381 6.7845 9.6103
Si 6.8014 3.9763 9.3335
Si 9.2953 1.3481 9.1007
Si 6.8301 9.567 9.5266
Si 9.63 6.7841 9.8364
Si -0.3281 0.0281 10.4234
Si 3.6321 3.5512 10.8803
Si 0.4036 5.6717 11.1699
Si 2.4453 8.119 10.964
Si 5.6955 0.4615 11.0195
Si 8.0138 2.3648 10.6013
Si 5.6464 5.4767 10.634
Si 7.7713 8.0304 11.0148
Si -1.711 -1.2849 13.1109
Si 6.3937 3.5043 15.6757
Si -0.7417 3.4145 12.9382
Si 6.7011 7.6694 13.8263
Si 9.3639 4.2404 15.8165
Si 9.1697 -2.3889 17.3549
Si 7.5009 -4.6437 16.4999
Si 3.4327 10.1227 13.0255
Si 1.7511 4.2369 20.4848
Si -0.9677 -0.2786 19.5023
Si -4.3313 9.6858 17.7063
Si 2.4898 5.2484 18.0531
Si -0.3517 7.2289 14.9971
Si 4.8524 -5.8042 13.4803
Si 1.5023 12.4316 12.4008
Si 6.5069 2.0229 18.2192
Si -1.5577 1.9766 17.4991
Si -2.2927 1.5663 14.7691
Si 3.2157 6.8905 20.0601
Si 2.5462 6.3762 15.2955
Si 5.3889 5.8333 18.474
Si 6.4838 3.8587 20.2605
Si 4.4178 8.8848 15.4985
Si 7.0677 9.7034 20.4376
O -1.3302 1.5514 -0.8989
O 0.0169 -0.5403 20.8045
O 4.8512 -4.0208 19.6758
O 2.3236 2.8553 21.0126
O -1.3614 6.6702 -0.7552
O 0.2729 4.7939 21.1133
O 2.7488 8.2561 21.0431
O 1.5935 4.2671 18.8532
O 5.8599 -0.2372 21.0228
O 4.1731 1.3 -0.8365
O 5.8096 2.4899 19.7323
O 7.8671 3.5509 21.0384
O 4.4194 6.8576 22.4606
O 5.5735 4.598 21.3257
O 6.5177 9.0376 19.0822
O 7.5651 8.582 21.4701
O -0.9683 -5.2039 15.369
O -0.9587 -0.8575 11.774
O 0.6757 1.215 11.0822
O 2.9035 2.5368 11.9252
O -3.8104 2.1703 14.9098
O -0.1647 5.0003 12.5722
O 1.6057 6.7634 11.5717
O 3.06 8.6644 12.4011
O 4.8056 -0.1467 12.3414
O 6.796 1.6131 11.4917
O 9.1517 2.7977 11.7522
O 5.5666 -2.2322 14.3666
O -0.7834 3.3943 17.0364
N 4.7338 4.5797 11.7911
N 7.8106 8.4176 12.758
O 3.6118 9.9477 14.677
O -0.7533 0.9933 18.5026
O -0.5198 -2.7774 16.3333
O 1.1831 6.9162 14.5147
O 5.7945 2.8822 17.1129
O -2.8475 2.4492 18.3521
O 2.1635 11.0691 12.9481
O -4.9401 6.3679 13.2385
O 9.8708 -1.679 18.6481
O 8.5319 -3.9626 17.5966
O 8.6365 10.9493 13.8803
O 10.0206 -2.4549 13.8451
O 6.7995 6.686 10.9446
N 18.5714 4.5666 16.1842
O 0.5469 13.2765 13.2664
O 2.7437 5.5371 20.8856
O -4.2122 5.032 19.0844
O -5.587 -6.8172 14.6475
O -2.5058 -0.0895 20.0556
O -5.5809 9.164 16.7722
O -4.9154 6.5027 17.0012
O 3.343 7.7701 15.7664
O 1.8601 5.6177 16.5161
O 6.3595 0.4205 17.8911
O -1.7869 1.0855 16.191
O 7.6134 -14.7225 15.0258
O 7.8846 -1.485 16.825
O 4.1206 4.8514 18.0363
O 2.5429 6.8186 18.6114
N -1.5569 -7.7528 14.4636
O 3.4643 5.7033 14.2018

Results
free energy: -39382.614 eV
free energy less fixed offsets of N -289.75, O -463.61, Si -117.95 eV per atom: -11.034 eV
pressure: -2.68 GPa
stress xx, yy, zz, yz, xz, xy (GPa, positive in tension): 1.48, 3.83, 2.74, 0.72, 0.19, 0.5

Forces (eV/angstrom), in the order of the atoms: element, x, y, z
Si 0.1021 1.2973 -2.8579
Si -3.9276 2.0158 3.0152
Si -0.6016 0.8503 -1.0841
Si -1.7601 -0.5559 -0.691
Si -0.8966 -0.6562 -2.6683
Si 1.5817 -0.8509 1.1691
Si 1.7744 0.9322 -1.0652
Si -1.7416 1.5587 -2.9581
Si 1.3289 -0.267 -0.029
Si -1.7644 -0.4574 -1.0159
Si 1.2793 0.6911 1.0568
Si 1.5117 -1.3955 -0.9664
Si -0.5228 0.0563 0.824
Si -0.5958 -0.1631 -1.0125
Si -0.5386 -0.872 0.5916
Si 0.3306 -1.2571 0.1718
Si 0.7049 0.2642 0.5172
Si -2.6892 3.2856 0.7143
Si -0.5417 -0.1114 -0.759
Si -1.2285 0.0135 -1.2268
Si 1.6865 -0.6343 -1.1322
Si -1.3242 -0.0161 -0.2547
Si 0.0596 -0.4958 0.2465
Si -0.3792 1.0393 -0.4085
Si -0.2963 -0.429 0.5444
Si -0.3847 -1.7405 0.4642
Si 1.7264 -0.6646 0.3793
Si 0.4719 1.8238 0.6698
Si 0.4064 0.1591 1.2437
Si -1.5917 0.4472 0.6639
Si -0.7793 0.6523 -0.22
Si 0.1788 -0.7742 1.5706
Si -0.6289 -0.966 -0.8848
Si 1.55 1.4187 -1.2466
Si 0.0835 -0.7278 -2.4191
Si 0.2625 -1.0905 0.0362
Si 0.7803 0.3242 0.7766
Si 0.8507 1.3483 -2.5697
Si 1.1189 -0.4682 0.0805
Si -0.0264 0.1808 0.2476
Si 0.0437 -0.4381 2.0162
Si -1.2145 0.6184 -0.118
Si -1.0352 1.0502 0.7044
Si 0.329 0.3716 -1.9925
Si -1.3986 -1.2969 1.3898
Si -0.0033 1.7929 0.7482
Si 0.4162 -0.6758 -0.1125
Si 0.0778 -0.1928 0.5056
Si 2.3743 1.272 -0.9627
Si -0.8531 1.0383 -0.3912
Si 1.1537 0.2505 -1.1843
Si 1.7223 -0.0305 0.0054
Si 1.1648 -0.3432 0.0877
Si 0.1743 -0.484 -2.0691
Si 0.8947 -0.8089 -1.3779
Si -0.515 0.8873 -0.0689
Si -0.8796 0.1951 0.9629
Si -0.5964 -0.8988 0.2671
Si -0.5372 0.1805 -0.1127
Si -0.1556 0.136 -0.3321
Si 0.6857 0.0258 -0.2471
Si -0.6618 -1.3233 0.5756
Si -1.1219 0.8333 1.9909
Si -0.9175 -0.0589 -0.0157
Si 1.5146 -0.8353 2.771
Si -1.5942 -1.6535 0.1828
Si 1.0309 0.5098 -0.6411
Si -0.0086 -2.4455 1.4198
Si -0.5609 -0.8434 0.2696
Si -0.9065 1.1569 2.1411
Si 0.886 2.5461 -0.6247
Si 0.2741 -1.7147 0.7157
Si -1.8086 -1.9845 1.229
Si 1.6709 -2.0036 0.8091
Si -0.253 0.1801 0.6745
Si 0.6388 -0.4676 0.8125
Si -0.544 -0.7289 -0.8161
Si -0.1838 -1.6212 0.533
Si -0.2295 1.3387 -0.7892
Si 1.7667 -0.6801 2.1494
Si -1.6512 2.8981 0.885
Si -1.2428 -0.5268 0.5603
Si -1.8792 2.4533 -5.0455
Si 1.805 3.4381 -4.0574
Si 0.6935 0.4745 -1.5775
Si -0.5213 3.1456 -0.1204
Si 4.5658 0.3491 -2.6859
Si -1.7441 -2.1403 2.1133
Si 1.9071 0.7726 1.5561
Si -1.5057 -0.7554 -1.957
Si 0.862 2.1803 1.8601
Si -1.0691 3.7871 -1.1175
Si 0.1468 1.0603 -0.9859
Si 0.5806 1.145 -0.328
Si 1.5028 -0.7248 -0.8959
Si 2.0128 1.7232 1.2716
O 0.326 -0.5369 1.6318
O -0.7207 1.5165 0.9746
O -0.9424 -0.6323 -0.72
O 0.2408 0.5596 0.0324
O 0.6752 -0.1713 1.4053
O 1.7102 -1.2474 -0.1159
O 1.497 -2.344 -0.9
O -0.7853 -1.4909 1.4407
O 0.9092 -0.5235 1.5387
O 3.2545 -2.2596 0.3047
O 1.1626 -0.2719 -2.2527
O 0.3147 -0.1842 -0.1306
O 0.1619 -0.6402 -0.2292
O -1.472 0.8692 2.0314
O 0.2917 -1.7228 2.7774
O 1.1891 -0.9984 1.31
O 1.0472 1.5571 -0.5406
O 0.3585 1.0974 -1.9978
O -0.7655 -0.7467 -0.9574
O -2.3551 -1.5498 1.8843
O -0.6813 -0.0097 0.5249
O -1.0093 -2.5934 0.1977
O -0.9915 0.2262 -0.8133
O 0.1261 0.7394 -0.9592
O 0.143 0.5475 -1.2482
O 0.7907 -0.717 -0.3402
O 0.4419 0.9425 0.5244
O 0.6424 -0.6929 -0.4135
O -0.9358 -0.5696 -0.074
N -0.5042 -0.4085 1.8104
N 0.0297 1.4934 -2.5005
O -1.3043 2.5587 -2.0691
O 0.9746 -0.1146 0.4144
O -0.0969 0.6856 0.2973
O -0.5811 0.1264 0.7031
O -0.6811 1.182 -2.6968
O 0.6597 -0.1296 -0.5568
O -1.1638 1.3729 -0.1972
O -1.8244 -2.4418 0.4666
O -0.1602 -0.263 -0.7266
O -0.2156 1.1772 -0.6053
O 0.5195 1.9837 0.6838
O 1.3246 -1.2736 1.6654
O -1.0241 -0.9769 -0.5294
N -0.2351 -0.2137 -0.4427
O -1.4287 1.8534 0.9179
O -0.2657 -1.0484 -0.7257
O -0.5527 -1.233 0.4482
O 0.5071 -0.2404 0.1385
O -1.952 -1.9164 0.2611
O 0.4905 1.2657 2.1027
O -0.8108 -1.1327 2.3232
O -1.0569 -2.9484 0.5535
O 1.5014 -2.2814 2.4581
O 0.1118 1.0334 0.2906
O 0.1223 -0.3243 0.8024
O 0.1358 -0.0587 1.5712
O 1.2207 -0.567 0.7662
O -1.0059 0.5528 0.2856
O -1.1453 -0.7957 0.2462
N 1.3414 0.649 -1.6281
O 1.5749 -1.6228 -1.519

The program warned: the forces do not sum to zero within the program's tolerance.
